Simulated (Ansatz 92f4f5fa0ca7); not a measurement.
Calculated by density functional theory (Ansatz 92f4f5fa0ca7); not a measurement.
Periodic cell of 208 atoms, Si128O80, from a study of silicon, its oxide and their interface. The atomic structure is a simulated model.
This geometry differs little from another in the collection (a relaxation step or a small displacement).

Settings
functional: r2SCAN
potential files: Ansatz PAW
basis: plane waves
wave-function cutoff: 800 eV
density cutoff ratio: 5
exchange-correlation grid ratio: 1
k mesh: 1 x 1 x 1, shifted by 0.5 0.5 0 of a step
self-consistency stop: 1e-10 eV per atom in the density residual
occupations: fixed
spin: none
net charge: 0

Cell vectors (angstrom)
a 10.88 0 0
b 0 10.88 0
c -2.9987 -3.1157 30.4451

Atoms and the computed forces on them: element, x, y, z (angstrom), force x, y, z (eV/angstrom)
Si 1.2212 -1.115 0.2087 0.0065 -0.0005 -0.0286
Si 3.667 1.6134 0.0439 -0.0006 -0.0059 -0.0371
Si 1.4898 3.8642 0.1345 -0.004 0.0038 -0.0342
Si 4.3843 -4.2653 0.053 -0.0003 0.0054 -0.037
Si -3.8506 -1.6394 0.1923 -0.0026 0.0065 -0.0312
Si -1.0614 1.0147 0.0337 -0.0067 0.0005 -0.0407
Si 6.6193 4.4111 -0.0271 0.0069 -0.0003 -0.04
Si -1.6393 -3.8258 0.0905 0.001 -0.0028 -0.0291
Si 2.7061 0.0689 1.5181 0.0015 -0.0021 0.0018
Si 5.4362 2.7289 1.1876 0.0002 0.0012 -0.0021
Si 2.7358 -5.4161 1.3149 0.0024 -0.0014 0.0009
Si 5.4614 -2.7624 1.4816 -0.0003 0.0008 0.0005
Si -2.6763 -0.0273 1.391 0.0009 -0.0002 0.0004
Si -0.042 2.6651 1.3975 0.0014 0.0008 -0.0012
Si 8.1289 5.477 1.4131 0.0021 0.0001 0.0014
Si -0.0043 -2.7238 1.385 -0.0015 0.0006 -0.003
Si 1.3124 1.3831 2.8469 -0.0004 0.0013 0.0015
Si 4.1004 4.0704 2.6728 0.0004 0.0019 0.0029
Si 1.373 -4.0901 2.7009 0 0.0017 -0.0006
Si 4.0926 -1.3503 2.7568 0.0012 0.0003 0.0038
Si 6.7821 1.3824 2.6287 -0.0015 0.0014 -0.0028
Si 9.4955 4.0712 2.7056 -0.001 0 -0.0004
Si 6.8031 6.7838 2.8482 -0.0001 0.0005 0.0029
Si -1.3433 -1.3706 2.7957 0.0017 0.0002 -0.0003
Si -0.0161 -0.0065 4.1634 -0.0009 -0.0013 -0.0002
Si 2.732 2.755 4.0947 0.0014 0.0008 0.0014
Si 0.0067 -5.4554 4.0571 0.0022 0.0006 -0.0013
Si 2.7106 -2.7206 4.0784 -0.0003 -0.002 0.0008
Si 5.4668 0.022 4.0621 0.0015 0.0015 -0.0009
Si 8.1265 2.7171 4.0483 0.0008 -0.0014 -0.0006
Si 5.4155 5.4061 4.1133 -0.0009 -0.001 0.0016
Si 8.1707 -2.7182 4.1492 0.0011 0.0016 -0.0024
Si 1.3314 -1.3787 10.907 0 -0.0018 0.0013
Si 4.0778 1.3628 10.8791 0.0001 0.0017 0.0017
Si 1.378 4.0726 10.774 0.0008 0.0003 0.0007
Si 4.0655 -4.09 10.8263 0.0007 -0.0008 -0.0027
Si 6.8314 -1.3433 10.854 0.0001 0.0013 -0.001
Si -1.3836 1.3455 10.8603 -0.001 -0.0001 0.0003
Si 6.8032 4.0846 10.8981 -0.0009 -0.0013 0.0017
Si -1.362 -4.0502 10.8956 0.0009 0.0014 0.0015
Si 2.7068 -0.0046 12.2185 0.0006 0.0001 0.0025
Si 5.4438 2.712 12.2542 0.0007 -0.0011 -0.0023
Si 2.7167 5.3929 12.1558 -0.0004 -0.002 -0.002
Si 5.4337 -2.7089 12.1299 0.0001 0.0003 0.0032
Si -2.7039 -0.0149 12.2756 -0.0003 -0.0001 -0.0002
Si 0.0089 2.7504 12.1079 -0.0004 -0.0008 0.0031
Si 8.1689 5.4649 12.2441 0.0021 -0.0002 -0.0009
Si -0.029 -2.7146 12.3197 -0.0003 -0.0001 0.0044
Si 1.3416 1.4114 13.4822 0.002 0.0001 -0.0019
Si 4.0887 4.0911 13.5801 -0.0017 0.001 -0.003
Si 1.3348 -4.1925 13.5491 -0.0023 -0.0016 0.0024
Si 4.0755 -1.387 13.5254 0.0003 -0.0002 -0.0005
Si -4.1096 1.3425 13.633 0.0011 -0.0011 0.0026
Si -1.3067 4.0861 13.5265 0.0012 0.0032 -0.0004
Si 6.7772 -4.0266 13.5274 0.0025 -0.0013 -0.0004
Si -1.3399 -1.3285 13.7481 -0.0011 -0.0005 0.0028
Si -0.1824 0.4025 14.9255 0.0085 -0.0023 0.032
Si 2.4949 2.9168 14.8323 0.0022 -0.0064 0.0263
Si 0.258 -5.7711 14.9724 -0.0028 0.0055 0.0429
Si 2.9556 -3.0461 14.7279 -0.0062 0.0035 0.031
Si 5.5785 -0.2548 14.9185 -0.0033 -0.0022 0.0288
Si -2.4643 2.5414 14.805 -0.0016 0.0044 0.0314
Si 5.2279 5.7148 14.8459 0.0036 -0.0002 0.029
Si -3.0643 -2.4591 14.92 0.0018 -0.0078 0.0315
Si 1.1357 5.1889 -4.6699 0.0085 -0.0042 -0.0347
Si 6.022 -3.1065 -4.7277 0.0001 -0.0047 -0.0371
Si -2.0169 1.0096 -2.955 0.0006 -0.0012 -0.0568
Si -0.7938 4.1372 20.3664 -0.0042 -0.0065 0.0285
Si 6.077 1.2276 -8.2822 0.0018 0.0036 0.0125
Si 0.9456 0.3173 -7.8859 0.0059 -0.0009 -0.0002
Si 3.3832 2.1466 19.8657 -0.0073 0.0157 0.0403
Si 2.1529 -2.7541 17.6047 0.0054 -0.0063 0.0562
Si 7.2326 5.043 -5.1801 0.0088 0.0101 -0.0338
Si 3.025 -3.2151 -4.8677 0.0035 -0.0065 -0.0399
Si 6.4966 -0.9544 -2.693 -0.0021 -0.0049 -0.0864
Si -0.0105 -4.8572 17.9599 0.003 0.0002 0.0604
Si 0.3187 1.3079 20.1908 0.0012 0.0102 0.03
Si 4.6356 1.2895 -2.7509 0.0042 0.0113 -0.0609
Si 4.3357 4.905 20.6862 -0.0001 0.0017 0.0214
Si 7.5063 3.9761 -7.9147 0.0024 -0.0029 0.0027
Si 4.1127 -2.9948 19.6654 0.0046 -0.0039 0.0395
Si 4.3328 1.6295 16.9738 0.0046 0.0045 0.0595
Si 2.5381 -2.884 -1.9224 -0.0098 -0.0071 -0.0583
Si 3.0265 -1.9637 -7.7113 0.003 0.0057 -0.0033
Si 6.9429 3.2932 -2.7901 -0.0037 -0.0042 -0.0622
Si -0.0557 1.2047 -5.2895 0.0052 0.0078 -0.0329
Si 0.2581 -5.1033 -1.9277 0.0126 0.0099 -0.0569
Si 7.0653 -2.8481 19.9602 -0.0093 -0.0141 0.0272
Si 6.0238 -1.5353 -7.3801 -0.0036 0.0037 -0.0101
Si 3.2445 2.4844 -7.7201 0.0007 -0.008 -0.0039
Si -1.0936 3.9675 -6.1708 -0.0038 -0.0004 -0.0123
Si 0.1945 -0.5378 17.7045 -0.0012 -0.0057 0.0584
Si 2.6481 2.7064 -4.7737 -0.0113 0.0024 -0.0324
Si -2.0136 -2.603 17.6891 0.0007 0.0039 0.0558
Si 6.594 3.8681 16.8942 -0.0035 -0.0027 0.0577
Si 7.1453 4.9084 19.8157 0.0003 0.0103 0.0406
Si 1.368 -1.3744 5.4617 0 0.0009 -0.0005
Si 4.0851 1.3619 5.4251 0.001 -0.0001 0.0017
Si 1.3623 -6.7849 5.4521 0.0007 0.0009 -0.0005
Si 4.0643 -4.0814 5.4466 0.0002 0 0.0003
Si 6.7986 -1.3371 5.4618 -0.0002 0.0004 -0.0006
Si 9.4823 1.3759 5.454 -0.0011 -0.0003 0
Si 6.7946 4.0618 5.4435 0.0005 0.0002 0.0009
Si 9.5402 6.7791 5.4485 -0.0002 0.001 0.0005
Si 2.7331 -0.0067 6.7925 0.0006 -0.0009 -0.0009
Si 5.4409 2.7087 6.7905 -0.0005 0.0012 -0.0003
Si 2.7097 -5.4269 6.815 0.0008 -0.0006 -0.0007
Si 5.4294 -2.7149 6.8031 0.0008 0.0004 -0.0016
Si 8.1482 0.015 6.8254 0.0014 -0.0001 0.0002
Si -0.009 2.7264 6.8021 -0.0002 -0.0004 -0.0019
Si 8.1611 5.4264 6.7936 0.0007 0.0006 -0.0009
Si 0.0036 -2.7283 6.8006 0 -0.0006 -0.0003
Si 1.3537 1.3377 8.1397 -0.0001 0.0008 0.0022
Si 4.0894 4.0732 8.135 0.0003 -0.0001 0.0014
Si 1.351 -4.0667 8.1611 0.0003 0.0008 0.0001
Si 4.0776 -1.354 8.1729 -0.0004 -0.0003 0.0004
Si 6.7844 1.3728 8.1682 0.0013 0 -0.0005
Si -1.3661 4.0864 8.1691 0.0006 -0.0002 -0.0001
Si 6.8037 -4.0837 8.1455 -0.0007 -0.0001 0.0021
Si 9.523 -1.3639 8.147 -0.0007 0.0006 0.0015
Si -0.0066 -0.016 9.5196 0.0012 -0.0002 -0.0006
Si 2.7352 2.6958 9.4684 0.001 0.0005 0.0009
Si -0.0105 -5.4108 9.5115 0.0002 0.0004 -0.0022
Si 2.6967 -2.7109 9.5184 -0.0009 0 -0.0014
Si 5.4456 0.0097 9.5252 0.0009 0 -0.0002
Si 8.147 2.7242 9.5224 -0.0005 -0.0002 -0.0008
Si 5.4462 5.4267 9.5029 0.0008 0.0002 -0.0019
Si 8.1665 -2.7197 9.5012 0.0011 -0.0005 -0.0008
O 3.911 -3.4622 -1.2953 0.0109 -0.0101 0.0366
O -0.9438 2.3927 -5.9113 0.0025 -0.0031 0.0088
O 8.1324 -2.7151 -0.3859 0.0014 -0.0004 0.0182
O -1.1123 -3.7496 18.3787 0.0002 -0.0009 -0.0158
O -0.0618 4.517 21.7614 -0.0027 -0.0013 -0.0089
O 2.603 2.7872 -0.3814 -0.0001 0.0035 0.0175
O -0.3294 -5.3194 16.4358 0.0034 -0.0073 -0.0481
O 7.4177 4.0264 -1.4195 -0.0045 0.0097 0.0437
O 0.6513 0.1703 16.324 -0.005 0.0095 -0.046
O 6.6884 4.602 -6.6488 -0.0005 0.001 0.0101
O -2.0893 4.643 -5.0967 -0.0031 -0.0016 0.0089
O 3.2272 3.1074 -6.23 -0.0024 -0.0005 0.0123
O 4.8331 0.2517 16.2895 0.0094 -0.0114 -0.0316
O 2.7164 -2.4584 -3.4707 -0.0064 0.0001 0.0434
O 1.4007 4.0075 15.3636 0.0003 -0.003 -0.0189
O -1.3784 1.4447 15.3477 -0.0054 0.0008 -0.0148
O 6.4705 4.3201 -3.9485 -0.0032 -0.0109 0.032
O 5.9361 5.1767 16.2167 -0.0098 0.0101 -0.0362
O 1.8238 1.8195 19.9807 0.003 -0.0049 -0.0113
O 6.7157 -1.3322 15.3823 -0.0002 0.0052 -0.022
O 2.1574 -2.4636 16.0247 0.0101 -0.0019 -0.0527
O 5.5409 -2.341 20.0043 -0.0003 -0.0014 -0.0119
O 7.8211 -2.0526 18.783 0.012 0.0015 -0.0295
O 8.0498 2.3187 -3.4593 0.0018 -0.0034 0.0274
O 1.4025 1.706 -4.8654 0.0002 -0.0017 0.0097
O -0.1084 4.8482 19.0695 0.0057 0.0119 -0.0309
O 7.1016 -4.3949 19.5379 0 -0.005 -0.0161
O 4.1694 1.5959 21.1542 -0.0035 -0.001 -0.0098
O 3.0512 2.1951 16.1817 -0.0122 0.0092 -0.0314
O 4.5813 1.5901 -7.819 -0.0024 0.0007 0.0005
O 2.8335 -2.2435 -6.1346 -0.0009 -0.0085 0.0176
O 6.1115 -1.948 -5.8387 -0.0012 -0.0042 0.0191
O 0.1736 0.1136 -6.4684 -0.0031 0.0018 0.0065
O 1.4524 -4.0499 -1.7429 -0.002 -0.0012 0.0154
O -1.0904 -4.4976 -1.295 -0.0096 0.0085 0.0308
O 1.8776 -0.9539 -8.1985 -0.0011 0.0009 -0.0014
O -2.6576 -3.192 16.3295 -0.0106 0.001 -0.0484
O 7.1065 2.4251 -8.013 -0.0018 0.0039 0.0042
O 3.6707 -2.7437 18.1408 -0.0119 0.0006 -0.0279
O 3.8987 0.8557 -1.3864 -0.0098 0.0032 0.0476
O 6.3635 -2.4337 -3.3068 0.0046 0.0153 0.026
O -1.7791 4.1454 -7.6298 0.0005 0.0014 0.0025
O -1.1271 -1.3393 17.257 -0.0012 0.0007 -0.026
O 6.7633 -2.6793 -8.2567 0.0065 -0.0006 -0.0048
O 5.9079 4.524 20.7827 0.0026 -0.0015 -0.0104
O 5.7035 2.4018 -2.294 -0.0073 0.006 0.023
O 5.3624 -0.0133 -3.3644 0.0041 0.003 0.0252
O 1.8955 1.6177 -7.8789 -0.0027 0.0001 -0.0022
O 2.0257 -1.6011 -1.1181 -0.0117 0.0125 0.0299
O 0.2466 0.4983 21.5829 -0.0008 0.0038 -0.0082
O 4.1342 -4.5862 19.9044 -0.0041 0.0063 -0.0085
O -0.1489 0.4444 18.9187 -0.0012 -0.0137 -0.026
O 6.6829 -0.0666 -7.5146 -0.0008 -0.002 -0.0008
O 4.0849 -4.0877 15.3139 0.0032 -0.0026 -0.0175
O 0.3513 4.6695 -5.9921 0.0033 0.004 0.016
O -1.5887 1.4267 -1.4515 0.0095 -0.0002 0.0485
O 5.5279 2.6812 16.8389 0.0025 0 -0.0189
O 7.9547 -0.323 -2.9681 -0.0002 0.005 0.016
O 2.1602 4.08 -4.0839 -0.0024 0.0023 0.0116
O 3.0145 -2.2593 20.5922 0.0027 -0.0016 -0.0136
O -0.7997 0.6709 -3.9635 -0.0141 -0.0049 0.0284
O 4.5439 -3.7671 -4.7859 -0.0012 0.0015 0.0147
O 0.0633 -5.3664 -3.5044 -0.0033 0.0085 0.0423
O 0.1048 -0.0623 -0.3325 0.0041 -0.0028 0.0205
O 1.4616 -4.1751 17.9821 -0.0026 -0.0006 -0.0171
O 1.9842 -4.4074 -5.088 -0.0014 -0.003 0.0216
O 7.734 -2.6153 21.398 -0.0006 -0.0007 -0.0102
O 1.3193 -1.5435 18.2658 -0.002 -0.0009 -0.0174
O 7.1003 -4.2491 -5.0233 -0.0013 0.0053 0.0093
O -2.3502 4.5174 20.5123 -0.0044 0.0024 -0.0166
O 7.0133 4.1545 18.4081 -0.0066 -0.0126 -0.0437
O 7.9062 3.3839 16.1035 0.0171 -0.0075 -0.0399
O 3.5713 3.7547 19.8473 0.0015 -0.0068 -0.0088
O 3.735 1.9446 -3.8914 0.0185 -0.0121 0.0324
O 5.4659 -5.3815 -0.4652 -0.0016 -0.0001 0.0162
O -0.6926 2.5481 20.2279 0.0044 -0.0004 -0.0092
O 3.9619 1.4394 18.5317 0.0094 -0.0041 -0.037
O 6.2609 -1.0008 -1.0983 0.0054 -0.0076 0.038
O 0.6816 4.415 -1.1752 0.008 -0.0124 0.0372
O 4.5053 -1.3595 -7.8992 -0.0004 -0.001 0.0005

Results
free energy: -127506.458 eV
free energy less fixed offsets of O -570.45, Si -639.56 eV per atom: -6.778 eV

The program warned: the cutoff lies below the one the program advises for these potential files; the forces do not sum to zero within the program's tolerance; empty levels may hold ghost states of the PAW files; the exchange-correlation potential is rough where the density is thin.
